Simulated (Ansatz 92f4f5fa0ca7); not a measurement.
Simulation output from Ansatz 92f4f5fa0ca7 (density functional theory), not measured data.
Periodic cell of 239 atoms, Si134O105, from a study of silicon, its oxide and their interface. The atomic structure is a simulated model.

Settings: functional r2SCAN; potential files Ansatz norm-conserving; basis plane waves; wave-function cutoff 1300 eV; density cutoff ratio 4; exchange-correlation grid ratio 1; k mesh 2 x 2 x 1, shifted by 0.5 0.5 0.5 of a step; self-consistency stop 5e-08 eV per atom in the density residual; occupations Fermi-Dirac, 0.05 eV; spin none; net charge 0.

Cell vectors (angstrom)
a, 11.5789, 0, -0.054
b, 0.2287, 15.2751, -0.2267
c, -3.6997, -6.6246, 22.9327

Atoms: element, x, y, z (angstrom)
Si, 1.7216, -1.4233, 0.348
Si, 1.1175, 2.4826, -0.665
Si, 2.552, 7.7717, -0.4919
Si, 1.9947, 11.4591, 0.4677
Si, 3.6694, -0.7091, 1.7137
Si, 6.1017, 3.5083, 0.7291
Si, 4.0073, 6.4033, -1.6378
Si, 5.6607, 11.1498, 0.3426
Si, 8.4125, -0.7754, -3.4389
Si, 6.9009, 1.5854, -4.805
Si, 5.8682, 7.1597, 0.445
Si, 10.1306, 9.4276, -0.6532
Si, 7.9002, 2.0227, 1.1654
Si, 3.6537, 3.1721, 1.4722
Si, 3.8049, 7.317, 1.5897
Si, 3.7409, 11.0419, 1.804
Si, 6.0059, -1.7181, 1.1387
Si, 5.3246, 3.6961, -1.5054
Si, 7.3941, 5.3583, 1.1965
Si, 7.4027, 9.0053, 0.7677
Si, 11.2507, -0.7443, 1.4753
Si, 10.2115, 2.9624, 1.3949
Si, 9.8111, 5.3193, 0.998
Si, 11.605, 10.657, 1.5474
Si, 3.5361, 1.2111, 3.0237
Si, 3.3245, 5.0862, 2.7134
Si, 3.5706, 8.9657, 2.9905
Si, 3.5757, 12.7821, 3.0903
Si, 7.2715, 0.9312, 3.1327
Si, 7.1496, 6.0206, 3.378
Si, 7.445, 8.2926, 3.164
Si, 7.1197, 13.7716, 3.0062
Si, 10.9137, 1.4172, 2.908
Si, 11.0116, 6.1574, 2.8371
Si, 11.2898, 8.6179, 2.9239
Si, 11.1959, 12.7789, 2.6603
Si, 1.4856, 1.5179, 4.2643
Si, 1.3528, 5.4556, 4.0895
Si, 1.78, 8.9995, 4.3566
Si, 1.5401, 12.7894, 4.1376
Si, 5.2262, 1.422, 4.4601
Si, 5.0275, 5.2334, 4.224
Si, 5.5234, 9.0449, 4.4351
Si, 5.4758, 12.9669, 4.3916
Si, 9.1604, 1.6534, 4.4106
Si, 9.2715, 5.4155, 4.4356
Si, 9.3979, 8.962, 4.1223
Si, 9.2809, 13.1225, 3.922
Si, 1.3043, -0.6001, 5.7406
Si, 1.1891, 3.5316, 5.6144
Si, 1.4652, 7.1362, 5.9002
Si, 1.6882, 10.8022, 5.7049
Si, 5.2225, -0.352, 5.9688
Si, 5.3387, 3.5874, 5.7654
Si, 5.2083, 7.0049, 5.6764
Si, 5.5744, 10.8775, 5.7339
Si, 9.161, -0.2756, 5.725
Si, 9.0724, 3.3254, 5.7826
Si, 9.0946, 7.2954, 5.9028
Si, 9.2872, 11.0634, 5.2139
Si, 3.1104, -0.5591, 7.2081
Si, 3.1359, 3.4111, 7.1032
Si, 3.4511, 6.9825, 7.1858
Si, 3.6106, 10.7783, 7.1873
Si, 7.1351, -0.3247, 7.2071
Si, 7.1471, 4.1687, 7.1194
Si, 7.0493, 6.6099, 6.7709
Si, 7.6034, 11.006, 6.7078
Si, 11.0481, -0.354, 7.1131
Si, 11.0613, 3.4417, 7.3692
Si, 11.0642, 7.3179, 7.2599
Si, 11.1456, 11.0487, 6.593
Si, 2.6464, 1.298, 8.4913
Si, 5.1406, 3.5781, 10.4886
Si, 3.9297, 8.9314, 8.4834
Si, 3.0024, 12.7764, 8.4656
Si, 6.723, 0.8236, 9.2202
Si, 7.3077, 3.7738, 9.5035
Si, 6.9209, 7.6678, 8.7844
Si, 7.6745, 12.0212, 10.0375
Si, 11.756, 1.3191, 8.5442
Si, 10.6843, 5.4525, 8.7642
Si, 10.6865, 9.2503, 8.2337
Si, 10.7897, 13.051, 7.8086
Si, 11.4431, -0.2959, 10.4496
Si, 1.3433, 5.8017, 9.8909
Si, 11.7379, 10.5368, 10.1623
Si, 0.6184, 12.7491, 9.6163
Si, 4.5554, 1.5284, 10.063
Si, 3.1533, 5.0644, 8.5774
Si, 2.7172, 8.74, 10.4562
Si, 5.2792, 12.4335, 10.7629
Si, 8.3132, -0.8551, 11.2038
Si, 8.4537, 5.4421, 10.0957
Si, 8.3331, 9.6491, 8.6886
Si, 8.2271, 12.7906, 7.8766
Si, 10.601, -0.9665, 15.1193
Si, 8.8557, -2.5957, 19.713
Si, 7.7396, 6.9712, 15.3948
Si, 1.2834, -0.0415, 13.247
Si, 7.7756, -0.6464, 14.0302
Si, 2.8566, 2.9111, 18.8992
Si, 3.3971, -2.0505, 18.9613
Si, 7.4138, 0.6995, 21.8533
Si, 7.6342, 3.788, 19.6554
Si, 7.592, -8.3238, 18.6119
Si, 9.5112, 6.3751, 12.8109
Si, 2.9843, 9.5711, 14.8916
Si, 9.7383, 9.4349, 12.5829
Si, 5.3102, 5.5161, 15.185
Si, 9.9639, -3.4995, 16.934
Si, 4.5762, 9.8882, 12.4578
Si, 6.994, -3.0036, 15.5094
Si, 0.7575, 5.187, 12.9295
Si, 5.0165, 3.4891, 12.8264
Si, 5.7043, 3.1193, 17.287
Si, 0.7655, 3.8118, 16.7449
Si, 5.8659, 1.2518, 14.7771
Si, 4.8912, -7.2149, 22.5493
Si, 1.6056, 0.2057, 18.6619
Si, 2.7364, 6.7019, 14.9988
Si, 1.9668, 2.9145, 14.018
Si, 6.2931, -1.8204, 18.3518
Si, 4.1981, -0.4204, 12.8121
Si, 11.4487, 9.3356, 15.2944
Si, 10.0754, 3.3206, 21.5191
Si, 6.9129, -5.5607, 14.1451
Si, 9.8748, 8.6424, 20.4055
Si, 10.8427, 1.3974, 17.051
Si, 1.6379, 4.3541, 21.0474
Si, 0.822, 6.8144, 16.5832
Si, 8.485, 0.129, 18.924
Si, 2.1263, 6.9374, 19.5924
Si, 1.1137, 9.6943, 19.7812
O, -0.2874, 2.6991, 0.0398
O, 2.5136, 2.7166, 0.3805
O, 7.7023, 0.5702, 20.2907
O, 10.5144, 10.4425, 0.5044
O, 4.2326, -5.5415, 22.6622
O, 3.5523, -7.9831, 22.9848
O, 6.2075, -7.3409, 23.4393
O, 2.8822, -2.3975, 20.5601
O, 6.6123, -0.5477, 22.44
O, 5.4951, 7.0084, -1.0343
O, 6.9574, 10.4861, 0.8724
O, 8.5467, 8.8637, -0.3432
O, 7.8038, 2.1188, 9.5248
O, 4.2674, 4.9555, 9.9016
O, 5.4589, 8.3398, 9.0862
O, 4.3806, 12.9387, 9.6576
O, 9.7258, -0.1219, 10.9159
O, 7.2917, -0.4311, 10.2003
O, 1.5144, 9.9092, 10.6425
O, 2.041, -1.1168, -1.2221
O, 9.2585, 9.791, 21.1849
O, 8.9122, 0.5491, 22.6174
O, 1.3197, 3.697, -1.8874
O, 0.0757, 3.7913, 20.7461
O, 10.2714, 0.537, 15.66
O, 4.7376, 2.3787, -1.9454
O, 3.7654, 6.9099, 19.144
O, 4.1583, 4.6823, -1.2456
O, 1.5325, 5.856, 20.4789
O, 0.5189, 0.0686, 19.6441
O, 8.9651, -0.6417, -1.9888
O, 4.9515, -1.4592, 19.0782
O, 1.6128, 1.3333, 14.0093
O, 7.297, -0.4305, 17.9699
O, 10.6036, 9.3638, 13.9931
O, 2.5071, -1.0648, 18.2407
O, 0.3408, -0.9628, 14.3361
O, 1.7343, 7.3142, 10.4495
O, 1.2274, 4.9622, 11.1887
O, 10.727, 10.3075, 11.3562
O, 7.3085, 0.5918, 14.9931
O, 10.9436, 10.4837, 16.2636
O, 4.3287, 0.7159, 11.6554
O, 3.5064, -5.4357, 16.5706
O, 5.5931, 1.8626, 16.3441
O, 3.7566, 8.6804, 11.7001
O, 5.3405, 4.991, 13.5961
O, 4.704, 11.0911, 11.4696
O, 10.6979, -2.1824, 16.2839
O, 7.6426, -0.2039, 12.5566
O, 8.9248, 5.3554, 11.8015
O, 6.9956, 3.1008, 18.3209
O, 7.57, 6.7143, 9.9638
O, 5.7731, -6.1044, 13.2253
O, 8.6422, 12.8457, 11.1446
O, 1.4163, 9.9039, 15.0323
O, 7.8004, 5.5135, 19.1862
O, 0.6964, 0.2389, 11.9244
O, 11.378, 8.044, 16.075
O, 1.9001, 9.9509, 18.3716
O, 11.1139, 5.8916, 13.099
O, 9.3929, -1.2019, 14.2104
O, 2.6769, 1.4156, 18.8149
O, 1.5855, 3.6855, 18.093
O, 2.7556, -0.9837, 13.1138
O, 3.6933, 10.3628, 13.6666
O, 5.013, -1.7312, 12.3114
O, 7.3432, 3.0875, -4.6196
O, 6.0337, -2.4755, 16.9244
O, 9.4793, 1.1774, 18.0769
O, 8.4048, 10.2922, 12.9082
O, 9.3422, -1.2118, 19.3506
O, 6.311, -4.3168, 15.065
O, 3.2692, 8.0321, 14.5725
O, 1.8641, 3.2718, 15.693
O, 4.8911, 0.095, 14.1731
O, 7.5876, -6.618, 15.2209
O, 9.4837, 7.975, 12.0642
O, 7.9448, 0.7707, -4.0539
O, 8.7424, 8.0136, 19.2289
O, 5.9754, -7.6962, 18.6586
O, 5.8986, 4.383, 16.2681
O, 0.2336, 5.1793, 16.59
O, 8.3835, -3.3513, 15.994
O, 6.8529, -2.0226, 14.4377
O, 8.679, 6.297, 14.1944
O, 3.3243, 3.1922, 13.4373
O, 0.7761, 0.6212, 17.3464
O, 11.0819, 9.1347, 19.4174
O, 3.795, 5.7537, 15.748
O, 4.3481, 3.2545, 18.1451
O, -0.5594, 2.8348, 16.8635
O, 1.3915, 7.1354, 18.0649
O, 0.6912, 3.5197, 13.4583
O, 5.8787, 2.5065, 13.6548
O, 9.7591, -3.4485, 18.3996
O, 6.2859, 6.714, 15.3257
O, 2.122, 6.0334, 13.622
O, 7.8685, 10.5791, 10.1242
O, 10.0588, 10.1513, -2.2246
O, 7.2213, -2.81, 19.2588
O, 8.3687, 7.034, 16.8513
O, 2.7404, 3.5327, 20.4988
O, 1.831, 8.3431, 20.3117
O, 8.9998, 3.4542, 20.2637

Results
free energy: -64467.321 eV
free energy less fixed offsets of O -463.61, Si -117.95 eV per atom: 17.029 eV
pressure: 0.18 GPa
stress xx, yy, zz, yz, xz, xy (GPa, positive in tension): 2.01, -2.19, -0.35, -0.71, -2.15, 1.33

Forces (eV/angstrom), in the order of the atoms: element, x, y, z
Si, 0.7096, 0.0108, 1.1296
Si, 2.105, 3.6776, 1.0537
Si, -0.8569, -0.771, 0.9954
Si, -1.3467, -0.3582, -0.7356
Si, 0.0984, -1.1154, -0.3281
Si, -0.4025, -0.5998, -0.3323
Si, 2.3464, -1.6146, -0.7582
Si, -3.2041, 3.7155, 0.7118
Si, 0.6934, 5.1903, -2.0001
Si, -0.67, 0.4462, -2.6421
Si, 2.9179, 1.2086, 3.9784
Si, -2.8289, -1.1493, -3.38
Si, -0.382, -1.1425, -2.3638
Si, 0.6281, -1.3868, 0.7069
Si, -0.1843, -2.0669, -1.264
Si, 1.3447, -2.5284, -0.925
Si, -0.3379, -1.017, -1.1865
Si, 5.0951, 1.7106, 2.3
Si, -0.7652, 1.2458, -0.2614
Si, -0.7202, -4.5811, 1.4772
Si, -0.405, 1.2815, -0.396
Si, 0.5207, -0.0047, -2.4956
Si, 0.3326, 0.8469, -1.2975
Si, 3.1442, 0.9195, 3.7908
Si, -1.3048, 1.5519, -0.978
Si, -0.9236, 1.6795, -0.2733
Si, 1.2432, 1.9612, 1.0267
Si, 0.371, 2.1822, 0.3877
Si, -0.6835, -0.1569, 1.1959
Si, 0.5601, -1.3643, 0.1838
Si, -0.362, 1.1089, -0.9123
Si, 1.6121, 0.3193, 0.0459
Si, 1.9907, -0.6389, 0.5027
Si, -0.4246, 0.2728, 0.2469
Si, 1.707, 0.1764, 0.4666
Si, 0.5989, -1.1876, 0.8181
Si, -1.0884, -0.8664, 0.3897
Si, 0.0321, -0.5785, 0.8068
Si, -2.1377, -1.4165, 0.3649
Si, -0.1838, -0.4123, 1.173
Si, 1.89, 0.916, 0.8212
Si, 1.2984, 0.5487, -0.1657
Si, -0.3555, -1.4217, -1.0493
Si, -0.2858, -0.2764, 1.3135
Si, -0.7806, -2.6675, -1.0636
Si, -0.3152, 0.2448, 0.3771
Si, -0.6273, 0.4359, 1.6677
Si, -0.7866, -0.3483, 0.8551
Si, 0.0934, 1.0454, -0.926
Si, 0.6961, -0.2133, 0.3307
Si, 0.2957, 0.2336, -0.7987
Si, -0.0533, 1.3197, -0.4019
Si, -1.2877, -0.9639, 0.1879
Si, -1.5843, -1.8627, 0.4073
Si, -1.7944, 1.2161, -1.0858
Si, -0.8892, 1.7264, 0.1213
Si, -0.4709, 0.3754, 0.2404
Si, 0.6469, 3.0252, 2.0829
Si, 1.4723, 0.1127, -0.9345
Si, 0.4344, -0.2011, -1.4778
Si, 0.5136, -0.5534, 0.0447
Si, 0.3292, -1.7935, -1.3199
Si, -0.4078, 0.2275, 0.3689
Si, -0.0941, 1.5879, -0.5614
Si, 1.3888, -0.8772, -0.1278
Si, 0.5487, 0.4026, -0.5591
Si, 1.6211, -1.2447, 0.9042
Si, 0.5348, -1.3235, 1.1504
Si, 0.4412, 1.6474, -2.0242
Si, -0.6421, -0.0978, -0.4962
Si, -0.5849, -1.994, -0.8521
Si, -0.1832, -0.514, 0.7335
Si, 0.5278, 1.1384, -0.4683
Si, -0.2786, 3.9615, -0.1732
Si, 0.8771, -2.3918, 0.8462
Si, 1.7866, 0.3494, 1.2369
Si, 1.7766, -0.3161, 1.0283
Si, -2.1823, -4.8582, -1.5954
Si, 0.3524, 1.9645, 0.0962
Si, -2.6709, 9.0557, 0.9765
Si, 0.4337, 0.1043, 0.728
Si, 0.8008, 0.3625, -0.1266
Si, 0.0558, 3.5259, 1.1537
Si, -1.5168, -2.8313, 0.2388
Si, -2.0946, 1.7737, 2.6334
Si, -0.6801, 1.5749, -1.2792
Si, -1.9803, -0.5261, -0.7879
Si, 1.1711, 0.5591, -0.0873
Si, -1.8, -3.8411, 1.5768
Si, 0.7587, 1.5582, 1.6968
Si, -2.5669, -1.0425, 0.4355
Si, 3.6821, 0.721, 5.0354
Si, 3.519, 0.8665, 4.4983
Si, 5.3347, 0.3219, 3.1304
Si, -0.7717, -0.4476, 0.0474
Si, 0.3489, 1.9701, 0.6427
Si, 0.9506, -0.15, 3.6702
Si, -5.6742, -0.9288, -17.9073
Si, 6.7123, 5.8115, -2.1335
Si, 3.4293, -3.3223, 8.1127
Si, 1.8183, -3.0447, 3.215
Si, 1.4344, 5.384, -1.9239
Si, 4.5787, -4.6734, 3.2708
Si, 2.0327, 0.0612, 1.2924
Si, -4.8457, 3.9917, -2.9596
Si, -1.5857, 1.1831, 2.3462
Si, 1.096, 2.7532, 1.0446
Si, 0.6143, 1.7815, 1.7668
Si, 2.4786, 3.7805, 0.1341
Si, -1.3317, -4.9426, 0.2331
Si, -2.4866, 2.5397, -7.4398
Si, 1.0538, -2.316, 0.3252
Si, -2.6578, -1.9318, 8.1003
Si, 11.3559, -5.8368, -2.8055
Si, -3.5942, 3.1565, 2.4632
Si, 0.2381, 1.4265, 0.3155
Si, 2.2956, -6.022, -0.2723
Si, -0.5002, 1.2571, 1.36
Si, -1.5891, 4.6147, -1.7295
Si, 3.919, 1.6299, -6.803
Si, -5.1053, -4.5169, 1.4992
Si, -0.7776, -3.7986, 5.8235
Si, 2.9915, 0.5206, -2.5564
Si, 1.5137, -1.4109, -1.0826
Si, 2.1904, 5.21, -0.8826
Si, 3.6514, 1.8152, -2.0152
Si, 2.7214, 1.7355, 2.7165
Si, -1.1168, -2.0987, -8.004
Si, -2.2089, -9.8195, -0.9493
Si, -7.2442, 2.0299, 2.4448
Si, 1.4849, -1.0402, -0.6178
Si, 0.3697, -0.357, -2.3337
Si, 1.6301, 3.5188, -5.2381
Si, -1.079, -0.7138, -1.5428
O, -0.7287, 0.0721, 1.2568
O, -2.3976, -0.3601, -2.0288
O, 0.4342, 0.8562, -0.6021
O, -3.4991, 0.0036, -3.6046
O, 1.5356, -1.6156, 1.5099
O, -0.4189, -0.9376, 0.3062
O, -0.0143, -0.5534, -0.1473
O, -0.1477, 0.9756, -2.1436
O, -1.1925, -1.4918, 1.5892
O, -2.9664, -1.1803, -5.1462
O, 2.1437, 1.3878, 1.2282
O, 2.3904, 0.7468, -0.4124
O, -1.0579, 0.6103, -0.0149
O, 0.1405, -1.5526, -0.5543
O, -0.8032, 0.551, -0.3288
O, -4.7953, 1.1689, -4.9684
O, 3.0508, -0.706, -0.8271
O, -4.4241, 2.7079, -4.9535
O, 4.1506, -1.8577, 0.4356
O, 0.7825, -2.4314, 1.8543
O, -1.4539, 2.3498, 1.7515
O, -0.5202, 0.2562, -0.3284
O, 3.4936, -6.4409, 16.9463
O, -1.4049, -0.836, 1.6482
O, 1.4012, 1.3443, 2.7505
O, -2.391, -6.0984, -2.7401
O, -4.7725, -2.8768, 0.8322
O, -3.053, 5.3576, -0.9052
O, -0.3099, -1.6628, 0.9888
O, -4.4878, -1.6901, 7.3656
O, 0.09, -0.3502, 4.6317
O, -2.564, 0.4192, 0.9176
O, 0.5679, -0.654, -0.2452
O, -0.9801, -1.0147, 1.0848
O, -1.185, -0.4604, -3.1899
O, -2.5204, 1.9398, -1.0242
O, 3.0317, 0.9259, -2.8194
O, 1.1549, 1.471, -0.6986
O, -1.1003, -1.4591, 5.7296
O, -2.9696, -1.4669, 3.198
O, 0.6819, -0.6929, -0.8972
O, -0.2216, -0.4599, 0.347
O, 0.0808, 1.8586, -2.4322
O, -1.6517, 0.1078, -1.3605
O, -0.2139, -2.0632, -2.8935
O, -0.3305, 0.258, -0.4847
O, -0.3992, -0.5451, 0.474
O, 0.4037, 0.2372, -1.2176
O, 0.1494, 1.0601, -0.4483
O, 0.1951, 0.3569, -1.7079
O, -1.3118, -0.9942, -3.8531
O, 0.3819, -0.1628, -0.2301
O, -1.8968, 1.7027, -0.1622
O, -2.6838, 0.0767, -1.804
O, -0.291, -1.2802, -0.9028
O, -0.4573, -1.2202, -0.3871
O, -0.1727, -1.8868, 0.0622
O, -3.6409, 0.2046, -7.6128
O, 0.3731, -5.6072, 2.3103
O, -0.8929, 0.7754, 0.477
O, -9.5585, 5.3484, 1.0519
O, -5.5341, 0.0463, -2.5198
O, -0.3183, -3.8032, 1.2378
O, 2.5362, -0.7415, 3.3926
O, -3.7786, 1.7999, 0.1203
O, -1.0444, 0.3641, 1.7426
O, 0.418, -1.1112, -1.9638
O, -1.0906, 2.9636, 0.3602
O, 0.9371, -0.533, -2.0408
O, 0.6186, -0.7956, 1.296
O, -0.82, -1.1251, 0.7006
O, 1.3525, 5.702, -0.5695
O, -1.1679, -4.0202, -2.4149
O, 2.1636, 3.4557, -1.4771
O, 0.0986, 0.1002, -2.0109
O, 0.2984, 1.4971, 0.9945
O, -0.5731, -1.239, -1.1765
O, 0.0217, -4.3299, 0.7694
O, 2.2841, -4.3499, 3.6218
O, 1.2325, 0.3888, 1.5871
O, 4.3658, -2.2593, -2.3017
O, -0.1752, 0.8974, -0.6104
O, -2.1965, 8.5348, -1.054
O, 6.332, -1.1473, 3.1679
O, 0.9504, 7.6216, -6.0351
O, -0.0933, 0.1345, 0.757
O, 6.0149, 1.3878, -2.8979
O, -2.423, 1.2445, -0.4448
O, 2.1543, 1.2903, 1.7641
O, 1.2554, 0.2961, -0.794
O, -2.3846, -0.0138, 1.8402
O, 1.201, 6.3362, -0.9535
O, 0.1243, -0.9614, 1.7214
O, -3.2709, 5.9795, -3.254
O, 1.4775, -2.901, 1.8013
O, -2.1317, 0.6634, 7.5693
O, -4.6235, -0.2493, -0.3707
O, -2.3297, -1.962, -1.0241
O, 2.2732, -9.611, -1.6619
O, 1.4889, -0.1603, 2.3631
O, 2.1781, 0.5416, 1.3419
O, -0.0633, -1.6105, 1.0529
O, 4.9546, -4.2252, -4.8545
O, 0.1551, 0.6657, 1.384
O, 2.8192, -1.3677, 1.7683

The program warned: the forces do not sum to zero within the program's tolerance.
